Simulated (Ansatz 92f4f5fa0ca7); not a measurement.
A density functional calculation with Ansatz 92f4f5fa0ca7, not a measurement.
Periodic cell of 220 atoms, Si132O88, from a study of silicon, its oxide and their interface. The atomic structure is a simulated model.
Doubt: the cutoff is far below the 930 eV that the study's wrapper takes by default for these files, so forces and energies are approximate.

Settings
functional: PBE
potential files: Ansatz PAW
basis: plane waves
wave-function cutoff: 580 eV
density cutoff ratio: 5
exchange-correlation grid ratio: 1
k mesh: 1 x 1 x 1, Gamma-centred
self-consistency stop: 5e-08 eV per atom in the density residual
occupations: fixed
spin: none
net charge: 0

Cell vectors (angstrom)
a	10.938	0	0
b	0	10.938	0
c	0	0	32.1328

Atoms: element, x, y, z (angstrom)
Si	0.1955	-0.1475	24.4666
Si	5.6028	-0.3314	24.7369
Si	2.5191	3.0282	24.4407
Si	8.0956	2.9506	25.0322
Si	0.0432	5.1052	24.6503
Si	5.8514	5.101	24.6137
Si	2.4561	8.5029	24.5818
Si	7.9846	8.5877	24.7548
Si	1.4055	1.3964	25.8238
Si	6.7558	1.3194	26.0201
Si	4.0824	4.1355	25.8818
Si	9.6136	4.1253	26.2889
Si	1.2741	6.8346	25.819
Si	6.8593	6.8384	25.9183
Si	4.0461	9.4887	26.0614
Si	9.5834	9.7227	26
Si	2.7274	0.0363	27.3207
Si	8.1844	0.0486	27.3881
Si	0.0715	2.6574	27.3888
Si	5.4059	2.7472	27.3273
Si	2.7107	5.5254	27.273
Si	8.1802	5.5482	27.4115
Si	-0.0269	8.2109	27.2992
Si	5.4658	8.1447	27.3513
Si	4.1018	1.3673	28.7146
Si	9.5708	1.3673	28.7146
Si	1.3673	4.1018	28.7146
Si	6.8362	4.1018	28.7146
Si	4.1018	6.8362	28.7146
Si	9.5708	6.8362	28.7146
Si	1.3673	9.5708	28.7146
Si	6.8362	9.5708	28.7146
Si	0	0	30.0818
Si	5.469	0	30.0818
Si	2.7345	2.7345	30.0818
Si	8.2035	2.7345	30.0818
Si	0	5.469	30.0818
Si	5.469	5.469	30.0818
Si	2.7345	8.2035	30.0818
Si	8.2035	8.2035	30.0818
Si	1.3673	1.3673	31.4491
Si	6.8362	1.3673	31.4491
Si	4.1018	4.1018	31.4491
Si	9.5708	4.1018	31.4491
Si	1.3673	6.8362	31.4491
Si	6.8362	6.8362	31.4491
Si	4.1018	9.5708	31.4491
Si	9.5708	9.5708	31.4491
Si	2.7345	0	0.6835
Si	8.2035	0	0.6835
Si	0	2.7345	0.6835
Si	5.469	2.7345	0.6835
Si	2.7345	5.469	0.6835
Si	8.2035	5.469	0.6835
Si	0	8.2035	0.6835
Si	5.469	8.2035	0.6835
Si	4.1018	1.3673	2.0507
Si	9.5708	1.3673	2.0507
Si	1.3673	4.1018	2.0507
Si	6.8362	4.1018	2.0507
Si	4.1018	6.8362	2.0507
Si	9.5708	6.8362	2.0507
Si	1.3673	9.5708	2.0507
Si	6.8362	9.5708	2.0507
Si	0	0	3.418
Si	5.469	0	3.418
Si	2.7345	2.7345	3.418
Si	8.2035	2.7345	3.418
Si	0	5.469	3.418
Si	5.469	5.469	3.418
Si	2.7345	8.2035	3.418
Si	8.2035	8.2035	3.418
Si	1.3055	1.4293	4.7365
Si	6.8605	1.3406	4.8218
Si	4.1331	4.0775	4.8823
Si	9.5694	4.0959	4.8007
Si	1.3812	6.8551	4.8332
Si	6.8523	6.7936	4.7217
Si	4.1064	9.5277	4.7388
Si	9.5564	9.5721	4.7897
Si	2.6238	-0.07	5.9208
Si	8.2097	-0.0134	6.2146
Si	-0.0768	2.7059	6.2128
Si	5.4878	2.5856	6.277
Si	2.7338	5.5356	6.2935
Si	8.1437	5.4131	6.1213
Si	-0.0615	8.1683	6.1637
Si	5.4715	8.1208	6.0627
Si	3.6997	1.3392	7.4274
Si	9.7347	1.1346	7.6235
Si	1.6373	3.7715	7.4261
Si	6.682	4.2019	7.5352
Si	4.5076	6.5686	7.5801
Si	9.2609	7.0213	7.4352
Si	1.0874	9.8505	7.3373
Si	7.0204	9.2408	7.3665
O	1.2553	4.0846	24.0466
O	6.7882	9.5867	24.1437
O	2.8837	2.7373	7.1483
O	8.1618	8.1777	7.9055
O	5.5213	5.3477	7.9923
O	0.014	0.0171	7.9785
O	5.3659	5.4995	23.0861
O	10.5491	0.4554	23.0051
O	2.1489	9.3955	8.5475
O	1.5476	3.685	9.0699
O	9.048	1.7475	8.932
O	7.7617	9.7511	12.138
O	3.302	0.8601	8.9925
O	4.3512	7.3903	9.3323
O	7.5837	3.6836	8.7659
O	9.8653	6.4254	8.8483
O	3.3482	2.4474	23.0923
O	4.6513	0.1764	23.4896
O	9.2416	2.4108	23.9864
O	9.8165	5.5505	23.5246
O	19.8938	8.1046	23.5078
O	3.3136	7.9537	23.2804
O	7.0191	3.9669	24.2849
O	1.331	9.6304	24.0732
Si	3.9381	6.4464	10.7613
Si	9.3265	4.1519	14.5987
Si	7.4784	8.1789	11.9136
Si	4.2182	1.2493	22.3411
Si	17.3529	3.7311	14.1907
Si	2.7529	-0.4968	20.1156
Si	7.2045	4.1158	19.4279
Si	14.0749	6.5758	16.4287
Si	2.2677	4.02	10.4948
Si	5.7697	16.1331	16.6835
Si	3.8198	9.6866	17.2488
Si	10.4722	4.2436	11.6748
Si	10.9795	6.4481	16.0888
Si	8.1469	1.4848	14.5688
Si	2.7565	10.4079	9.6937
Si	9.1313	6.7552	22.617
Si	11.1731	-1.2553	11.2119
Si	3.5938	-3.2716	13.7205
Si	5.2428	8.8076	9.8646
Si	9.5915	1.732	22.5641
Si	11.9676	-0.4808	16.5819
Si	8.0338	2.6929	10.0884
Si	-0.3731	8.1925	18.4117
Si	11.7473	-2.0903	14.164
Si	5.1738	3.9195	11.4388
Si	6.0373	6.0478	21.6972
Si	6.4819	7.6834	14.6918
Si	11.5741	6.4723	20.6837
Si	11.1158	1.0331	18.8156
Si	14.2454	7.6544	21.6679
Si	6.9888	1.3279	20.7643
Si	10.0192	7.0174	10.3666
Si	-0.6236	3.6495	20.1686
Si	8.4778	-0.6926	19.1114
Si	6.8912	10.1429	16.3755
Si	8.6063	0.191	11.8685
O	13.3677	8.7763	13.9433
O	7.7202	-0.9963	17.7331
O	6.0736	8.1447	11.0631
O	1.6166	10.5003	10.8585
O	5.2025	-5.4766	10.9117
O	10.0572	7.1319	17.2688
O	6.278	4.9194	20.5304
O	6.822	13.1268	13.9176
O	3.5861	7.2507	12.1301
O	2.6031	5.6309	10.3388
O	7.7979	4.6417	14.1853
O	11.4587	-1.6371	17.6188
O	10.2239	4.0951	13.2654
O	0.6852	7.4212	19.3698
O	6.9821	2.4881	19.5895
O	12.5019	6.1558	16.6932
O	17.2835	6.4889	15.8145
O	13.0506	6.5481	21.397
O	3.2999	0.6034	21.1766
O	1.0814	3.6516	11.5444
O	7.2556	-0.1718	20.1041
O	8.178	1.3656	21.8718
O	-1.593	8.8457	19.3134
O	2.7934	9.0006	20.8902
O	12.2339	0.154	19.6673
O	6.101	9.5743	8.7359
O	8.5822	7.449	10.9933
O	8.9648	0.7311	13.3854
O	7.522	11.4827	15.7282
O	6.347	3.1537	10.7511
O	2.6524	-0.4398	16.4526
O	3.7122	14.2577	10.9464
O	-6.7127	5.5616	17.1402
O	11.1558	7.4674	14.812
O	4.0675	9.7537	10.4195
O	3.5184	8.0779	17.0113
O	10.127	5.1258	15.6441
O	10.2975	2.8261	21.5888
O	5.2951	14.9996	13.0459
O	4.843	7.1367	21.2292
O	11.0421	2.633	19.1148
O	9.1208	2.6428	15.2333
O	3.7132	-0.7655	18.8125
O	5.6102	1.6453	21.5815
O	5.2821	10.1429	16.6839
O	7.7759	1.2713	10.9966
O	9.6039	0.4898	19.1389
O	17.6524	4.7292	17.9654
O	7.6049	6.5054	22.0274
O	-5.8972	-2.6758	14.1548
O	7.3047	-3.596	13.3109
O	11.3747	-0.805	15.1043
O	10.2835	7.05	21.5117
O	9.2546	3.5598	10.8544
O	8.8394	-6.6829	19.6939
O	0.4952	11.8599	17.2089
O	16.6468	3.9314	15.6492
O	11.0792	-1.8456	12.724
O	11.3181	4.9113	20.3259
O	0.0443	8.3477	10.27
O	10.6293	5.8309	11.2816
O	9.9709	-0.1883	11.0534
O	14.2523	6.4487	14.7832
O	7.2651	8.9038	15.4001

Results
free energy: -133957.857 eV
free energy less fixed offsets of O -568.88, Si -635.61 eV per atom: 4.103 eV

Forces (eV/angstrom), in the order of the atoms: element, x, y, z
Si	0.0444	-0.0726	0.0428
Si	0.0016	0.0672	-0.1263
Si	0.0424	0.009	0.0842
Si	0.0034	-0.0738	-0.1767
Si	0.0371	0.0707	0.0167
Si	-0.043	0.0569	-0.1205
Si	0.0215	-0.0692	0.0333
Si	0.0269	-0.0381	-0.1011
Si	-0.0155	0.0352	-0.0317
Si	0.0076	-0.0242	-0.0617
Si	-0.0309	0.0339	-0.0177
Si	0.0304	-0.0057	-0.045
Si	0.0092	-0.0034	-0.0503
Si	0.0016	0.0061	-0.0504
Si	-0.0808	0.0306	-0.0701
Si	0.036	-0.0248	-0.0312
Si	-0.0148	0.0347	0.0276
Si	0.045	0.0446	0.0377
Si	0.0104	-0.0952	-0.0008
Si	-0.0503	-0.0135	0.0476
Si	-0.0023	-0.0168	-0.0319
Si	0.0253	0.0548	0.0655
Si	-0.0322	-0.0018	-0.0086
Si	0.0293	-0.0531	0.057
Si	-0.2158	0.111	0.0745
Si	0.1205	-0.001	0.4434
Si	0.4065	0.064	-0.1834
Si	-0.2591	0.0286	-0.1374
Si	-0.1777	-0.2317	0.0543
Si	0.0849	0.559	0.3414
Si	-0.0727	0.0491	-0.379
Si	-0.0064	-0.2253	-0.0728
Si	-0.1325	-0.1017	0.029
Si	-0.0286	-0.0095	-0.0585
Si	0.1159	0.0748	0.0256
Si	0.1119	0.0446	-0.0326
Si	-0.0241	0.0091	-0.0659
Si	-0.1035	-0.1343	0.0235
Si	0.0304	0.0327	-0.0535
Si	0.1196	0.0384	0.052
Si	-0.012	0.045	-0.0453
Si	-0.0047	-0.042	-0.0299
Si	-0.0159	-0.0448	0.0157
Si	-0.0438	0.0317	-0.0067
Si	0.0238	-0.0075	-0.0287
Si	0.0055	0.0356	-0.0357
Si	-0.0025	0.0004	-0.009
Si	-0.0359	0.0189	0.0204
Si	-0.0194	0.0015	0.021
Si	0.0258	0.0444	0.0063
Si	-0.0258	-0.0382	0.0366
Si	0.0359	0.0123	0.0119
Si	-0.0032	0.0076	-0.0069
Si	0.0204	-0.0418	0.0287
Si	-0.0293	-0.0116	0.0081
Si	0.005	-0.007	0.0363
Si	-0.0036	0.0294	0.0652
Si	-0.0729	-0.068	-0.0165
Si	0.1201	0.0568	-0.0069
Si	-0.0604	-0.0622	0.0271
Si	-0.1228	-0.097	-0.0009
Si	0.003	0.0516	0.0336
Si	-0.021	0.0017	0.0389
Si	0.0108	-0.003	-0.0312
Si	-0.2337	0.039	-0.1637
Si	0.2554	-0.019	0.0984
Si	0.0722	0.4716	0.1365
Si	0.0234	-0.0449	0.136
Si	0.1773	-0.0348	0.3224
Si	-0.2477	-0.4433	-0.0588
Si	-0.0958	-0.262	-0.228
Si	0.0601	0.1675	-0.1832
Si	-0.0002	0.0551	-0.1624
Si	0.0011	0.0118	0.0051
Si	0.0356	0.0019	-0.0533
Si	0.0312	-0.0438	-0.0203
Si	-0.0126	-0.0146	0.0004
Si	0.0784	-0.0992	-0.0627
Si	-0.0331	0.0083	-0.0068
Si	-0.0117	0.0001	-0.0525
Si	-0.0009	-0.0214	0.1031
Si	-0.0049	-0.0474	0.012
Si	-0.0878	-0.0093	-0.009
Si	-0.0767	0.0103	0.1436
Si	0.0221	0.0151	0.0568
Si	-0.0604	0.0619	0.1116
Si	0.0296	0.0514	0.114
Si	0.0062	0.0751	0.138
Si	-0.0942	0.2089	-0.1148
Si	0.0117	0.0456	0.1387
Si	0.1728	-0.1804	0.3108
Si	0.1552	0.0012	0.1328
Si	-0.1098	-0.273	-0.2653
Si	0.0587	-0.0259	0.0061
Si	-0.0909	-0.0567	-0.0725
Si	0.0304	0.0527	-0.0191
O	0.0053	-0.008	-0.0054
O	-0.011	-0.0102	0.197
O	0.0282	-0.0676	0.1576
O	-0.0466	-0.0335	-0.0384
O	0.0057	0.1295	0.0183
O	0.0203	-0.0041	-0.084
O	0.0172	-0.0398	0.0398
O	-0.02	0.0361	0.0045
O	0.0221	-0.0503	0.015
O	-0.072	0.0534	-0.4317
O	-0.1385	0.1031	0.1733
O	-0.0135	0.0136	0.0103
O	0.0449	-0.1102	-0.1172
O	0.0251	0.042	-0.1259
O	0.0285	0.1445	-0.2745
O	-0.0227	0.0033	-0.0928
O	-0.0148	-0.0191	-0.0103
O	0.0184	-0.0237	0.0199
O	-0.0993	0.0548	0.0222
O	0.0055	-0.0143	0.0063
O	-0.0107	0.0123	0.0277
O	-0.008	0.0252	0.0088
O	0.0098	0.0175	0.1887
O	0.0107	-0.0198	0.0024
Si	0.0385	-0.8029	0.5319
Si	-0.0915	-0.0006	-0.0531
Si	0.1168	-0.0695	0.0637
Si	0.018	-0.0016	-0.0033
Si	-0.4026	0.0849	-0.4121
Si	-0.0132	-0.0125	-0.0216
Si	-0.0082	0.0174	-0.0338
Si	0.0267	-0.03	-0.0392
Si	0.3229	-0.299	0.2612
Si	-0.0017	-0.1031	-0.1176
Si	0.0006	-0.0025	-0.0282
Si	0.1789	-0.0633	0.0357
Si	-0.0071	-0.0277	-0.0243
Si	-0.0779	0.0831	-0.0216
Si	-0.0649	0.1697	0.0688
Si	0.0225	-0.0032	-0.0228
Si	-0.0659	0.0261	0.0029
Si	0.002	-0.0256	0.0328
Si	0.1728	0.3613	0.1361
Si	-0.0475	0.032	0.0074
Si	0.0089	-0.0017	-0.0182
Si	-0.7379	-0.2399	0.0887
Si	-0.0011	0.002	-0.0182
Si	0.0036	-0.0017	-0.0241
Si	0.2921	-0.5621	-0.6901
Si	0.0069	-0.022	-0.0351
Si	-0.0169	-0.0622	0.0078
Si	0.0177	-0.0048	-0.0363
Si	-0.0054	-0.0067	-0.0209
Si	-0.0156	0.0143	-0.0239
Si	0.0001	-0.0163	-0.0364
Si	0.0031	-0.0177	0.0664
Si	0.0005	0.0136	-0.0323
Si	0.0052	-0.0035	-0.0124
Si	0.0184	0.0315	-0.0277
Si	-0.1851	0.4016	-0.1417
O	-0.0101	0.0063	0.0124
O	0.0028	-0.0151	0.0293
O	-0.1907	0.0138	-0.1547
O	0.0347	-0.0206	-0.059
O	-0.3552	1.2485	-0.1873
O	0.004	0.0117	0.0165
O	-0.0167	0.0262	0.0283
O	0.1464	-0.0816	0.0911
O	-0.0169	0.0731	-0.0956
O	0.0654	0.4212	-0.0908
O	0.1225	-0.0045	0.0721
O	-0.0017	-0.0089	0.0088
O	0.0096	0.0061	0.0163
O	0.0077	-0.0122	0.016
O	0.0043	-0.0088	0.0189
O	0.0041	0.0085	0.0091
O	0.0024	0.0337	0.0034
O	0.0093	-0.0031	0.0022
O	0.0168	0.0206	0.024
O	-0.2599	0.0573	-0.0673
O	-0.0065	0.0127	0.0041
O	0.0422	0.01	0.0258
O	0.0003	0.008	-0.0014
O	0.0092	-0.0134	-0.0001
O	0.0135	-0.0087	0.005
O	-0.0303	-0.0502	-0.0318
O	0.0076	0.0265	-0.0024
O	0.0028	-0.0823	-0.1078
O	0.0137	-0.0508	0.0544
O	1.9733	-0.7419	-0.4936
O	0.0038	0.0013	0.0061
O	-1.4142	0.1592	-0.1612
O	-0.0108	0.0182	0.016
O	0.0025	0.0166	0.0031
O	0.0356	-0.1052	-0.0118
O	0.0037	0.0205	0.0149
O	0.0392	0.028	0.0375
O	0.0024	-0.031	0.04
O	0.174	0.221	1.0561
O	0.0031	-0.0036	0.0009
O	-0.006	0.0082	0.0133
O	0.029	-0.0433	0.0184
O	-0.0038	0.0093	0.0205
O	-0.0234	0.0006	0.0079
O	0.0016	0.0019	0.0084
O	0.4991	-0.3018	0.1967
O	-0.0041	0	-0.0073
O	0.027	0.0094	0.0665
O	0.0329	0.009	0.0007
O	-0.021	0.0072	-0.0117
O	0.0213	0.0369	-0.0327
O	0.007	-0.0057	0.0094
O	-0.0415	0	0.0237
O	-0.1879	-0.1008	-0.0418
O	0.0151	-0.0078	0.0135
O	0.0035	0.0061	0.0082
O	0.0037	0.0681	0.2023
O	0.0157	0.0023	-0.0134
O	0.0014	-0.0009	0.0047
O	0.0047	0.0116	0.0075
O	-0.0287	0.079	-0.0106
O	-0.0003	-0.0194	0.0749
O	-0.0084	0.0272	0.0143
O	0.0063	0.0214	0.0073

The program warned: the cutoff lies below the one the program advises for these potential files; the forces do not sum to zero within the program's tolerance; the exchange-correlation potential is rough where the density is thin.
